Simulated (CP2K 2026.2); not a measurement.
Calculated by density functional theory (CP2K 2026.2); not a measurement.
Periodic cell of 534 atoms, Si358O176, from a study of silicon, its oxide and their interface. The atomic structure is a simulated model.
Doubt: the forces sum to 4.12 eV/angstrom along one axis rather than to zero, so they err by at least 0.0077 eV/angstrom per atom on average; the grid cutoff is modest.

Settings: functional PBE; method Gaussian and plane waves; basis set DZVP-MOLOPT-SR-GTH; pseudopotentials GTH-PBE; grid cutoff 350 Ry, relative cutoff 50 Ry; k points Gamma only; occupations fixed; spin none; net charge 0.

Cell vectors (angstrom)
a	16.32	0	0
b	0	16.32	0
c	0.3523	0.4207	35.3826

Atoms and the computed forces on them: element, x, y, z (angstrom), force x, y, z (eV/angstrom)
Si	0.125	16.033	0.466	-0.173	0.032	0.727
Si	2.747	3.873	35.184	0.033	-0.263	0.583
Si	0.105	5.569	0.252	-0.063	0.064	0.535
Si	3.594	8.738	35.344	-0.524	0.298	0.739
Si	16.12	11.114	0.247	0.187	-0.197	0.733
Si	2.248	13.736	0.144	0.539	-0.379	0.7
Si	5.509	16.05	0.056	0.046	0.11	0.685
Si	8.916	2.884	35.376	-0.292	0.113	0.848
Si	5.747	6.402	35.355	0.201	-0.284	0.57
Si	8.147	8.835	0.186	0.244	-0.08	0.649
Si	5.673	10.839	0.21	-0.144	0.253	0.599
Si	8.311	14.568	35.292	0.122	-0.279	0.768
Si	10.644	0.109	0.014	0.305	-0.147	0.715
Si	13.538	2.773	0.076	0.284	-0.166	0.74
Si	11.33	5.052	0.012	-0.137	0.333	0.829
Si	14.614	8.209	35.232	-0.256	0.082	0.813
Si	11.357	12.051	34.057	-0.062	0.32	0.652
Si	13.689	12.544	1.075	-0.472	0.032	0.2
Si	1.443	1.554	1.238	0.048	-0.028	0.099
Si	4.167	4.303	1.19	0.074	-0.034	0.079
Si	1.57	7.069	1.298	0.065	-0.024	-0.047
Si	4.235	9.652	1.585	-0.002	-0.007	-0.057
Si	1.293	12.254	1.643	-0.001	-0.005	-0.082
Si	4.057	14.827	1.366	-0.089	-0.005	-0.011
Si	6.785	1.414	1.206	0.023	0.002	-0.036
Si	9.663	4.054	1.339	-0.015	-0.021	-0.076
Si	7.033	7.028	1.33	0.059	0.028	0.025
Si	9.859	9.926	1.512	0.112	-0.089	-0.096
Si	6.93	12.458	1.276	0.05	0.042	-0.041
Si	9.409	15.12	1.464	-0.024	-0.038	-0.059
Si	12.31	1.224	1.319	0.001	0.055	-0.012
Si	15.062	4.055	1.406	-0.006	0.039	-0.026
Si	12.444	6.832	1.132	-0.018	-0.025	-0.094
Si	15.181	9.353	1.398	-0.072	-0.004	-0.057
Si	11.347	11.924	0.948	-0.095	0.054	0.049
Si	14.85	14.695	1.654	-0.002	-0.058	0.052
Si	0.133	2.771	2.759	-0.038	-0.02	-0.001
Si	2.833	0.14	2.611	-0.025	-0.074	0.016
Si	0.23	8.196	2.833	0.012	0.018	-0.043
Si	2.875	5.621	2.662	-0.049	0.009	-0.008
Si	0.074	13.64	3.043	-0.041	-0.018	0.048
Si	2.791	10.948	2.867	-0.018	0.008	0.007
Si	5.493	2.854	2.554	-0.005	-0.021	-0.016
Si	8.086	0.166	2.776	-0.017	0.045	0.004
Si	5.61	8.221	2.819	0.005	0.015	0.004
Si	8.319	5.524	2.623	0.016	-0.001	0.031
Si	5.505	13.63	2.757	0.004	-0.004	-0.007
Si	8.239	11.075	2.763	-0.009	0.075	-0.019
Si	10.996	2.676	2.709	-0.002	-0.015	0.055
Si	13.618	16.283	2.801	0.054	0.015	-0.003
Si	11.103	8.245	2.592	-0.07	-0.107	0.037
Si	13.687	5.49	2.677	0.005	0.011	0.035
Si	10.771	13.596	2.593	-0.04	0.02	0
Si	13.929	10.878	2.76	0.14	0.097	0.042
Si	1.491	4.213	4.038	0.012	0.002	-0.025
Si	4.194	1.471	4.001	0.015	0.031	-0.023
Si	1.491	9.573	4.229	-0.008	0.007	0.01
Si	4.223	6.862	4.128	-0.007	0.006	0.024
Si	1.509	15.132	4.114	0.015	0.062	-0.009
Si	4.19	12.298	4.166	0.02	0.021	-0.015
Si	6.904	4.167	3.966	-0.001	0.009	0.006
Si	9.58	1.415	4.1	-0.021	0.006	-0.005
Si	6.932	9.639	4.112	-0.004	-0.034	0.033
Si	9.697	6.888	3.979	0.078	0.028	0.014
Si	6.81	15.051	4.119	0.037	-0.001	-0.026
Si	9.545	12.375	4.167	0.025	-0.037	0.025
Si	12.334	4.115	4.044	0.013	-0.014	-0.01
Si	15.051	1.384	4.075	0.009	0.012	0.011
Si	12.389	9.613	4.034	-0.063	0.03	-0.053
Si	15.078	6.831	4.069	-0.031	-0.004	-0.008
Si	12.233	14.89	4.046	-0.001	-0.091	-0.001
Si	15.12	12.181	4.311	0.062	-0.059	0.097
Si	16.416	16.417	10.912	-0.01	-0.013	0.013
Si	2.822	2.798	10.9	-0.007	0.007	-0.006
Si	0.112	5.48	10.916	0.01	0.003	0.004
Si	2.841	8.213	10.894	0.005	0.004	-0.006
Si	16.406	10.943	10.905	-0.009	0.018	0.003
Si	2.823	13.707	10.909	0.005	-0.013	-0.003
Si	5.539	16.413	10.915	-0.014	-0.006	-0.001
Si	8.264	2.789	10.911	0.025	0.014	0.002
Si	5.55	5.512	10.891	-0.025	0.006	-0.001
Si	8.29	8.223	10.887	0.004	-0.004	0.004
Si	5.566	10.95	10.892	0.005	0.018	-0.003
Si	8.261	13.668	10.898	0.006	-0.012	-0.003
Si	10.984	16.398	10.897	0	0.007	-0.008
Si	13.713	2.786	10.893	0.01	-0.015	-0.004
Si	10.995	5.49	10.897	-0.007	-0.006	-0.002
Si	13.706	8.197	10.904	0.014	0.001	-0.002
Si	10.979	10.947	10.888	-0.014	-0.005	-0.007
Si	13.688	13.676	10.893	-0.002	0.001	-0.007
Si	1.468	1.455	12.28	0.021	0.02	0.005
Si	4.172	4.169	12.25	0.011	-0.01	-0.007
Si	1.477	6.851	12.26	-0.023	-0.011	0.002
Si	4.209	9.578	12.239	-0.002	0.012	-0.003
Si	1.449	12.332	12.233	0	0.005	0.001
Si	4.18	15.072	12.287	-0.009	-0.005	0.003
Si	6.903	1.435	12.289	-0.02	-0.013	0.007
Si	9.631	4.138	12.272	-0.007	-0.007	0.005
Si	6.936	6.851	12.242	0.008	0.031	-0.004
Si	9.632	9.594	12.25	0.012	0.008	-0.002
Si	6.897	12.32	12.265	-0.007	-0.031	0.004
Si	9.629	15.023	12.25	-0.003	-0.011	0.004
Si	12.35	1.437	12.263	0.002	-0.001	0.003
Si	15.088	4.113	12.286	0.001	0.004	-0.001
Si	12.362	6.834	12.274	-0.002	-0.002	0.003
Si	15.052	9.565	12.268	-0.013	-0.013	0.016
Si	12.33	12.308	12.251	0.009	0.007	0.004
Si	15.032	15.058	12.246	0.004	-0.009	-0.005
Si	16.449	2.783	13.692	-0.002	-0.018	0.014
Si	2.838	16.454	13.658	-0.002	-0.008	0.008
Si	16.434	8.205	13.616	0.016	0.022	0
Si	2.812	5.49	13.65	0.016	0.023	0.004
Si	16.402	13.706	13.576	-0.007	0.001	-0.004
Si	2.829	10.961	13.554	0	-0.025	-0.001
Si	5.534	2.839	13.613	-0.01	0.016	0.004
Si	8.266	16.352	13.627	0.015	0.006	0.012
Si	5.58	8.21	13.59	0	-0.026	-0.003
Si	8.272	5.491	13.635	-0.01	0	-0.003
Si	5.547	13.702	13.628	0.018	-0.01	0.003
Si	8.258	10.946	13.605	0.025	0.036	-0.004
Si	10.995	2.783	13.639	-0.01	0.004	-0.012
Si	13.699	16.411	13.648	0.008	0.001	0.001
Si	10.99	8.223	13.595	-0.012	0.026	0.005
Si	13.731	5.468	13.642	0.002	-0.006	0.009
Si	10.991	13.678	13.627	0.001	-0.008	-0.01
Si	13.66	10.923	13.608	-0.003	0.002	0.007
Si	1.475	4.152	15.087	0.031	0.025	0.025
Si	4.197	1.534	15.026	-0.002	0.001	-0.004
Si	1.511	9.582	14.918	-0.006	0.002	-0.012
Si	4.237	6.835	14.947	0.004	0.018	-0.031
Si	1.41	15.096	14.943	-0.013	-0.012	0.001
Si	4.144	12.34	14.924	-0.049	0.008	0.005
Si	6.894	4.148	15.011	-0.015	0.008	0.012
Si	9.636	1.385	14.967	0.004	-0.003	-0.017
Si	6.923	9.564	14.963	0.019	-0.009	0.054
Si	9.64	6.874	14.952	0.018	-0.032	-0.002
Si	6.917	15.02	15.043	-0.011	-0.014	0.018
Si	9.596	12.326	14.96	-0.014	-0.024	0.002
Si	12.362	4.128	15.022	-0.005	-0.012	0.015
Si	15.073	1.419	15.046	0.017	-0.016	0.002
Si	12.298	9.571	15.008	-0.007	-0.01	0
Si	15.101	6.828	14.999	0.032	0.004	0.006
Si	12.34	15.044	15.005	-0.017	0.002	0.012
Si	15.05	12.307	14.891	-0.011	0.009	-0.011
Si	16.413	16.374	16.439	-0.015	-0.008	0.042
Si	2.849	2.829	16.508	0.003	0.012	0.022
Si	16.444	5.525	16.467	-0.041	0	0.039
Si	2.92	8.237	16.252	-0.019	-0.018	-0.048
Si	16.44	10.963	16.202	0.02	-0.031	-0.018
Si	2.753	13.727	16.245	0.019	-0.027	0.01
Si	5.602	16.507	16.329	0.022	-0.011	0.019
Si	8.268	2.73	16.296	-0.009	-0.032	-0.013
Si	5.523	5.494	16.403	0.022	0.012	-0.008
Si	8.251	8.152	16.346	-0.046	0.022	0.025
Si	5.528	10.973	16.227	0.001	-0.062	0.013
Si	8.282	13.626	16.426	-0.023	-0.038	0.003
Si	10.961	16.379	16.399	0.014	-0.017	-0.005
Si	13.712	2.761	16.413	-0.032	-0.004	0.005
Si	11.024	5.568	16.324	-0.022	-0.003	0.019
Si	13.726	8.2	16.308	-0.036	0.009	-0.007
Si	10.838	10.908	16.335	0.011	-0.014	0.007
Si	13.707	13.623	16.288	-0.01	-0.038	0.03
Si	1.422	1.47	17.839	-0.019	-0.033	0.016
Si	4.261	4.185	17.915	-0.013	-0.028	0.006
Si	1.661	6.921	17.68	-0.001	0.022	-0.012
Si	4.269	9.58	17.617	0.046	-0.018	-0.021
Si	1.405	12.334	17.585	-0.03	0.044	-0.05
Si	4.086	15.196	17.496	-0.015	0.039	-0.01
Si	7.025	1.419	17.82	0.007	-0.013	-0.014
Si	9.617	4.148	17.536	0.006	0.026	-0.016
Si	6.861	6.849	17.771	-0.01	0.022	-0.043
Si	9.468	9.56	17.771	-0.036	0.062	0.072
Si	6.844	12.227	17.698	0.069	-0.025	0.064
Si	9.617	15.025	17.815	-0.012	0.039	0.009
Si	12.364	1.365	17.778	0.005	0	0.001
Si	14.993	4.165	17.823	0.009	0.042	-0.019
Si	12.379	6.914	17.747	0.004	0.002	0.002
Si	15.152	9.574	17.553	0.022	0.001	-0.018
Si	12.277	12.263	17.564	-0.029	-0.02	0.016
Si	15.089	14.867	17.741	0.04	-0.008	-0.025
Si	16.369	2.848	19.22	0.033	0.002	-0.019
Si	2.832	16.392	19.116	0.019	-0.001	0.045
Si	0.336	8.405	18.906	0.034	-0.032	0.002
Si	2.994	5.7	19.257	0.016	0.039	-0.058
Si	16.408	13.477	19.177	-0.022	0.01	0.06
Si	2.926	11.085	18.788	0.044	0.027	0.012
Si	5.709	2.794	19.232	-0.005	0.011	0.055
Si	8.396	16.395	19.318	-0.044	0.017	0.082
Si	5.787	8.503	19.118	0.068	-0.012	-0.004
Si	8.226	5.346	18.978	-0.024	-0.026	0.046
Si	5.528	13.894	18.707	0.097	0.077	-0.025
Si	7.53	10.325	19.044	-0.061	0.023	-0.058
Si	11.036	2.959	18.928	0.052	0.006	-0.001
Si	13.694	16.157	19.09	-0.059	0.003	-0.008
Si	10.969	8.272	19.072	0.01	0.048	-0.018
Si	13.693	5.6	19.24	-0.011	-0.001	0.009
Si	11.044	13.629	19.027	0.106	-0.044	0.086
Si	13.671	10.856	18.781	-0.056	0.019	0.019
Si	1.247	4.568	20.41	0.108	-0.095	-0.678
Si	4.474	1.218	20.429	-0.216	0.06	-0.748
Si	1.825	9.748	20.284	-0.463	0.223	-0.605
Si	4.053	7.476	20.705	0.536	-0.418	-0.543
Si	1.773	14.655	20.35	-0.166	0.184	-0.803
Si	4.087	12.679	19.993	-0.035	-0.047	-0.695
Si	7.369	3.829	20.643	-0.234	0.145	-0.8
Si	9.737	1.776	20.421	0.029	-0.215	-0.629
Si	8.4	11.042	21.082	-0.057	0.016	-0.724
Si	9.693	6.657	20.128	0.035	0.082	-0.633
Si	6.563	15.232	20.333	0.25	0.001	-0.746
Si	10.28	12.267	20.756	-0.39	0.248	-0.671
Si	11.926	4.551	20.51	0.335	-0.13	-0.687
Si	14.872	1.349	20.354	0.373	0.044	-0.602
Si	12.274	9.796	20.332	0.093	-0.307	-0.651
Si	15.481	6.868	20.165	-0.155	-0.01	-0.646
Si	12.601	14.556	20.536	-0.125	0.117	-0.566
Si	14.718	12.181	20.346	0.189	-0.013	-0.55
Si	14.336	11.853	26.087	0.021	-0.098	-0.019
Si	2.569	2.61	22.445	0.087	0.007	-0.176
Si	2.941	4.308	24.909	-0.041	0.004	-0.105
Si	3.021	7.146	23.639	-0.041	0.232	-0.099
Si	13.461	0.89	24.66	-0.001	-0.116	-0.202
Si	10.588	15.341	27.345	-0.106	-0.097	-0.045
Si	3.85	12.976	27.052	0.04	-0.011	0.026
Si	11.75	2.756	26.006	0.049	0.098	-0.108
Si	7.284	4.985	23.581	0.106	-0.057	-0.166
Si	8.943	8.402	22.346	0.018	0.061	-0.062
Si	8.701	15.133	25.041	0.092	-0.162	-0.11
Si	6.169	14.706	26.586	-0.056	-0.083	-0.084
Si	12.705	14.464	25.434	0.031	0.124	-0.139
Si	0.514	16.507	22.431	0.044	-0.078	-0.165
Si	12.35	2.178	21.951	-0.223	0.09	-0.104
Si	2.03	10.892	23.272	0.055	-0.052	-0.2
Si	10.772	14.25	22.988	0.053	0.136	-0.348
Si	0.582	12.539	25.072	0.022	0.112	-0.204
Si	15.069	15.486	31.43	-0.015	-0.017	0.074
Si	3.049	1.269	29.135	-0.016	-0.086	0.101
Si	2.153	4.2	29.575	0.051	-0.155	-0.064
Si	4.664	11.905	24.37	-0.081	-0.099	-0.126
Si	15.416	12.482	31.613	0.071	-0.005	0.21
Si	1.875	15.925	31.248	0.14	-0.065	0.049
Si	9.302	1.42	26.2	0.12	-0.075	-0.14
Si	5.783	4.423	26.124	0.022	-0.034	-0.264
Si	9.754	6.491	24.268	-0.098	-0.028	-0.177
Si	3.539	8.582	26.528	-0.011	-0.16	-0.222
Si	6.194	12.747	22.073	0.113	0.01	-0.181
Si	6.982	15.269	29.4	-0.043	-0.094	0.087
Si	16.213	3.064	31.14	-0.056	-0.076	0.012
Si	0.799	15.669	25.357	0.027	0.024	-0.086
Si	12.517	5.487	25.482	0.062	-0.051	-0.144
Si	0.412	8.531	23.999	0.004	-0.009	-0.256
Si	14.646	9.436	21.92	-0.046	0.18	-0.27
Si	14.475	1.354	29.513	-0.045	0.038	0.06
Si	4.115	0.452	32.842	0.03	-0.123	0.242
Si	0.499	4.449	26.939	-0.019	-0.014	-0.145
Si	4.58	5.562	30.487	0.044	0.038	0.157
Si	1.854	10.86	27.485	0.078	0.077	0.057
Si	6.07	10.01	26.143	0.2	0.101	-0.099
Si	7.276	7.694	24.518	0.09	0.006	-0.072
Si	11.456	5.664	32.323	0.101	0.015	0.171
Si	5.599	6.796	27.884	-0.138	0.111	0.08
Si	4.452	15.377	30.513	-0.156	-0.119	0.069
Si	7.741	3.284	27.863	0.11	0.079	0.159
Si	3.375	15.808	26.677	0.111	-0.019	0.031
Si	9.505	5.61	28.41	-0.021	0.016	-0.03
Si	15.478	1.545	26.666	0.03	-0.096	-0.024
Si	10.576	8.407	28.383	-0.047	0.125	0.027
Si	12.203	4.542	28.262	0.042	-0.047	-0.059
Si	14.991	6.877	26.011	0.063	0.064	-0.114
Si	15.419	11.138	28.727	-0.045	-0.112	0.017
Si	11.72	8.533	31.335	-0.025	0.096	0.213
Si	7.502	3.284	32.722	0.07	-0.058	0.12
Si	4.294	10.839	33.129	0.014	-0.137	0.241
Si	6.296	7.092	32.472	-0.03	-0.12	0.144
Si	1.755	12.291	33.21	-0.081	0.083	0.248
Si	4.587	3.298	32.64	-0.062	0.095	0.169
Si	8.51	5.708	31.192	0.098	-0.027	0.195
Si	6.649	9.883	31.634	0.031	-0.086	0.045
Si	7.515	9.241	28.583	0.031	0.032	0.106
Si	9.715	15.421	30.232	-0.053	0.033	0.15
Si	8.067	1.531	30.337	0.007	0.001	0.058
Si	13.469	3.83	30.775	-0.098	-0.1	0.13
Si	15.259	1.376	33.381	-0.186	0.083	0.083
Si	9.388	9.99	32.948	0.022	-0.057	0.069
Si	13.653	10.194	32.904	0.017	-0.06	0.104
Si	10.599	14.734	33.201	-0.097	-0.008	0.32
Si	13.449	9.306	27.352	-0.033	0.085	0.076
O	16.037	0.651	34.546	0.142	0.067	-0.188
O	14.657	13.934	31.671	-0.257	-0.007	0.035
O	1.519	4.948	34.867	0.196	-0.243	-0.545
O	3.443	3.692	33.712	-0.043	0.298	-0.341
O	13.004	9.496	31.584	0.084	-0.138	-0.545
O	15.699	7.005	34.839	0.118	-0.042	-0.325
O	4.53	7.444	35.082	-0.136	-0.12	-0.058
O	3.64	9.531	33.9	-0.087	-0.214	-0.533
O	15.128	12.452	35.288	0.073	0.282	-0.455
O	1.01	11.29	34.263	0.204	-0.527	-0.429
O	2.481	13.509	34.022	0.016	-0.03	-0.301
O	1.651	15.455	35.371	-0.137	0.391	-0.078
O	7.062	15.53	34.813	-0.062	0.172	-0.324
O	4.771	0.634	34.301	-0.393	0.499	0.108
O	8.496	3.557	33.954	0.158	0.26	-0.035
O	7.601	4.473	31.653	-0.158	-0.118	-0.156
O	6.291	6.178	33.818	0.186	-0.317	-0.435
O	7.766	6.987	31.802	0.385	0.494	-0.039
O	9.107	8.875	34.101	0.077	-0.471	-0.215
O	7.219	10.212	35.176	0.107	-0.242	-0.06
O	5.125	11.668	34.277	-0.108	0.472	-0.138
O	0.628	12.698	32.124	0.273	0.358	-0.462
O	8.283	14.64	30.126	0.002	-0.587	0.324
O	9.191	14.312	33.928	-0.21	-0.133	-0.354
O	10.018	1.757	34.938	0.237	0.281	-0.345
O	11.284	15.962	34.036	0.673	0.001	-0.119
O	14.277	2.485	34.03	-0.157	0.049	-0.323
O	12.84	4.369	35.084	0.062	0.025	-0.147
O	10.071	6.984	27.762	-0.21	-0.213	-0.325
O	11.141	5.767	33.901	-0.55	0.05	-0.412
O	14.277	9.034	33.86	0.043	0.051	-0.235
O	12.499	10.949	33.741	-0.058	-0.23	0.157
O	11.829	9.058	27.538	-0.099	0.313	-0.496
O	9.96	11.358	33.605	-0.682	0.222	0.152
O	11.569	13.432	33.233	0.391	0.07	-0.294
O	14.209	7.922	26.975	-0.034	-0.263	0.365
O	2.839	2.984	23.984	0.217	-0.208	0.284
O	1.955	3.926	21.73	0.062	0.129	0.483
O	3.908	2.049	21.726	0.183	0.154	0.491
O	3.727	12.627	25.464	-0.217	0.209	0.019
O	1.636	10.464	21.752	0.1	0.13	0.251
O	1.477	7.543	23.219	-0.123	-0.263	-0.375
O	4.039	7.345	22.356	0.399	-0.258	0.555
O	2.89	8.562	20.509	0.031	0.019	0.144
O	5.376	13.012	23.429	-0.091	0.665	0.389
O	2.954	13.592	20.76	-0.179	-0.062	0.665
O	8.771	0.437	25.046	-0.401	0.48	-0.546
O	5.115	12.039	21.082	0.151	-0.474	0.028
O	6.896	4.419	22.105	-0.303	0.199	0.311
O	8.553	2.75	21.027	-0.1	-0.152	0.555
O	12.988	1.435	23.219	0.07	-0.011	0.041
O	10.908	1.476	21.569	0.139	-0.551	0.516
O	7.392	11.669	22.205	-0.136	-0.262	0.484
O	9.303	9.839	21.755	0.57	0.142	0.182
O	10.791	5.679	20.867	0.015	0.14	0.5
O	8.611	7.363	21.15	-0.378	0.098	-0.133
O	6.826	14.141	21.529	0.487	-0.024	0.307
O	5.517	16.36	20.921	-0.024	0.043	0.443
O	10.455	12.854	22.27	-0.272	-0.317	0.531
O	12.068	15.036	26.799	0.549	-0.113	0.494
O	12.112	3.797	21.975	0.026	0.328	0.572
O	13.518	2.139	20.822	-0.026	0.191	-0.326
O	15.473	0.59	21.67	-0.265	-0.091	0.284
O	1.177	15.207	21.756	-0.291	-0.115	0.462
O	13.024	9.438	21.76	-0.098	-0.169	0.565
O	11.407	11.11	20.657	0.142	0.188	0.101
O	16.464	5.72	20.85	-0.139	-0.147	0.562
O	15.001	8.023	21.2	-0.081	-0.135	0.406
O	11.712	15.036	21.866	-0.241	0.632	0.038
O	1.378	12.326	23.669	-0.071	0.576	-0.214
O	15.13	10.938	21.396	0.319	0.125	0.357
O	13.699	13.36	20.959	0.261	-0.095	0.399
O	2.408	15.893	25.379	0.193	0.012	-0.383
O	16.17	7.693	25.257	0.054	-0.027	0.361
O	1.853	0.788	30.13	-0.648	0.303	0.038
O	2.946	0.747	27.602	-0.39	0.425	-0.33
O	3.138	5.577	23.948	0.063	-0.338	0.022
O	1.494	1.439	22.316	-0.043	0.231	-0.405
O	6.412	8.569	25.511	-0.268	-0.31	0.075
O	1.607	4.545	25.771	-0.046	0.3	-0.309
O	13.858	6.253	24.992	-0.023	-0.034	-0.456
O	15.394	9.166	23.32	-0.196	0.177	0.523
O	3.161	11.78	27.93	0.279	0.064	0.683
O	10.2	0.587	27.261	0.392	0.213	0.208
O	6.214	3.59	27.443	-0.367	-0.35	0.183
O	3.041	2.893	29.144	0.218	0.138	-0.26
O	11.146	6.11	24.93	-0.099	-0.009	0.251
O	10.169	2.683	25.665	-0.115	0.434	-0.458
O	8.911	5.222	23.647	0.278	-0.527	-0.434
O	6.006	5.972	26.55	0.356	0.314	-0.31
O	10.803	4.846	28.993	0.114	-0.136	0.741
O	7.661	8.66	23.278	-0.511	0.586	-0.131
O	9.572	14.577	26.313	-0.03	-0.459	0.108
O	9.331	14.773	23.572	-0.416	0.114	-0.266
O	7.11	15.232	27.794	0.337	0.028	-0.205
O	7.172	14.608	25.296	-0.331	-0.428	-0.324
O	13.366	13.077	25.812	-0.362	-0.217	0.272
O	13.669	15.606	24.779	0.561	-0.281	-0.376
O	16.519	16.176	23.955	-0.39	0.097	0.269
O	16.448	16.563	26.543	-0.057	-0.272	0.389
O	12.482	3.904	25.114	0.341	-0.271	-0.357
O	2.926	14.797	30.647	-0.074	-0.478	-0.255
O	1.36	9.814	24.29	-0.031	0.041	0.697
O	12.27	1.282	25.661	-0.407	-0.358	0.256
O	7.042	10.292	27.411	0.386	0.356	0.104
O	11.636	14.083	24.31	-0.072	-0.519	0.366
O	15.426	11.897	24.896	-0.153	-0.253	-0.538
O	0.368	15.467	31.469	0.194	-0.158	0.192
O	14.427	1.308	27.892	-0.455	-0.118	-0.156
O	4.774	4.198	31.325	0.138	-0.218	-0.381
O	4.341	0.46	29.686	0.544	0.198	-0.06
O	3.046	5.487	29.988	-0.5	0.329	-0.077
O	1.198	4.664	28.371	0.099	0.459	0.301
O	5.965	11.156	25.016	0.363	0.313	0.047
O	3.397	7.951	25.023	0.061	0.014	0.238
O	4.545	9.839	26.592	-0.324	0.402	0.466
O	1.282	11.712	26.253	0.022	-0.144	0.248
O	2.537	16.376	32.683	-0.37	-0.048	0.406
O	4.223	4.124	25.865	0.03	-0.182	0.201
O	11.284	8.227	29.822	-0.055	-0.109	-0.156
O	4.954	15.761	26.272	-0.018	0.664	-0.313
O	6.556	6.422	23.823	-0.737	0.043	-0.311
O	8.041	1.995	26.969	-0.555	-0.147	-0.015
O	4.152	7.482	27.561	-0.241	-0.267	0.405
O	8.651	7.196	25.25	0.205	-0.006	0.623
O	5.463	13.321	27.127	0.222	-0.304	0.534
O	5.032	6.725	31.518	-0.379	0.412	-0.107
O	5.607	14.499	29.816	-0.084	-0.643	-0.143
O	3.084	14.371	27.409	-0.501	-0.267	0.639
O	8.681	4.571	27.468	0.124	0.157	-0.453
O	6.922	0.497	29.871	-0.447	0.371	0.241
O	14.511	16.133	30.044	-0.364	-0.278	-0.288
O	12.115	7.091	31.949	0.738	0.025	-0.25
O	14.748	1.677	25.221	0.348	0.268	-0.395
O	15.856	2.137	29.859	0.385	0	-0.29
O	12.514	5.614	27.1	0.091	0.324	0.128
O	10.115	7.655	23.178	0.432	0.304	-0.029
O	16.214	2.955	26.899	0.232	-0.019	0.007
O	15.699	5.613	26.754	-0.108	-0.107	0.225
O	3.646	10.948	23.513	0.113	-0.333	-0.003
O	0.473	14.095	25.492	-0.067	-0.159	0.152
O	13.339	2.239	30.326	-0.649	-0.362	0.292
O	16.343	2.131	32.451	0.533	0.03	0.131
O	4.969	15.668	32.028	0.739	-0.178	0.138
O	1.266	3.836	30.88	0.021	0.383	0.352
O	14.731	11.319	32.504	0.224	0.041	0.15
O	5.456	5.787	29.147	0.467	-0.293	-0.089
O	6.696	4.075	24.804	0.108	-0.533	0.03
O	13.586	10.416	26.16	-0.085	-0.065	-0.284
O	5.317	10.781	31.856	-0.024	0.205	-0.568
O	2.998	11.565	32.496	0.001	-0.01	-0.749
O	9.464	0.713	30.198	0.577	0.253	-0.253
O	4.219	1.855	32.068	-0.065	-0.047	-0.559
O	7.848	1.938	31.892	0.134	-0.46	0.213
O	10.014	5.508	31.655	-0.11	-0.394	-0.029
O	6.796	7.835	28.207	0.315	-0.413	0.092
O	6.225	8.68	32.658	-0.267	0.153	0.321
O	6.026	3.216	33.381	0.038	-0.164	0.252
O	6.917	9.623	30.052	0.044	0.062	0.003
O	7.993	2.862	29.408	0.136	0.399	0.191
O	0.661	10.699	28.577	0.116	-0.161	0.322
O	10.551	14.951	28.922	0.634	-0.17	0.065
O	2.202	9.308	27.094	-0.276	-0.202	-0.057
O	12.386	4.416	31.835	0.01	-0.344	0.251
O	8.499	5.945	29.611	-0.395	0.375	-0.078
O	14.505	16.512	32.568	-0.353	0.052	-0.098
O	14.954	4.067	31.372	0.023	0.515	0.522
O	8.05	10.466	32.185	0.077	0.651	0.034
O	9.157	9.226	28.548	0.038	0.349	0.139
O	13.355	4.633	29.371	0.526	0.295	-0.231
O	10.445	9.28	31.977	-0.129	0.144	-0.223
O	15.322	11.951	30.102	0.019	-0.021	-0.256
O	10.414	15.08	31.64	0.417	0.067	-0.146
O	15.052	12.137	27.51	0.332	0.671	0.094
O	12.061	3.092	27.557	0.152	-0.454	0.407
O	14.302	9.932	28.619	-0.022	-0.147	0.561
Si	0.093	0.082	5.477	-0.001	-0.008	0.018
Si	2.834	2.818	5.391	-0.008	0.001	-0.009
Si	0.105	5.493	5.45	0.023	0.021	0.001
Si	2.867	8.2	5.516	0.012	0.01	0.008
Si	0.166	10.889	5.641	0.019	0.079	0.039
Si	2.845	13.722	5.475	-0.015	-0.008	-0.012
Si	5.498	0.125	5.452	0	0.001	0.008
Si	8.245	2.828	5.409	0	-0.017	0.001
Si	5.584	5.48	5.428	0.007	-0.007	0.01
Si	8.326	8.235	5.392	0.027	-0.035	-0.015
Si	5.55	10.941	5.505	-0.018	0.007	0.015
Si	8.2	13.726	5.505	-0.032	0.045	-0.02
Si	10.925	16.316	5.43	-0.034	-0.013	-0.034
Si	13.699	2.77	5.421	0.003	0.016	-0.008
Si	10.992	5.505	5.397	-0.043	-0.005	0.01
Si	13.735	8.238	5.425	0.033	0.018	-0.046
Si	10.977	10.954	5.41	0.004	-0.007	-0.01
Si	13.648	13.606	5.467	0.034	-0.003	-0.003
Si	1.466	1.47	6.793	-0.004	-0.007	-0.005
Si	4.203	4.137	6.791	0.01	-0.001	0
Si	1.464	6.844	6.831	-0.002	0.011	-0.002
Si	4.202	9.582	6.866	0.011	-0.014	0.015
Si	1.511	12.347	6.876	-0.003	-0.045	0.002
Si	4.18	15.074	6.845	-0.002	0.008	-0.012
Si	6.899	1.462	6.793	0.008	-0.01	0
Si	9.619	4.169	6.78	0.014	0.009	0
Si	6.95	6.867	6.766	-0.022	0.017	0.002
Si	9.653	9.578	6.792	-0.013	0.03	-0.004
Si	6.886	12.323	6.851	0.01	-0.005	0.004
Si	9.582	15.043	6.859	0.006	-0.011	0.015
Si	12.321	1.393	6.762	0.027	-0.015	-0.022
Si	15.061	4.125	6.797	-0.004	-0.01	-0.004
Si	12.361	6.862	6.771	-0.017	0.009	-0.03
Si	15.062	9.532	6.889	0.012	0.011	-0.007
Si	12.308	12.277	6.841	-0.013	0.002	0.001
Si	15.036	15.01	6.797	0.011	-0.029	-0.009
Si	0.104	2.796	8.172	0.012	0.013	0
Si	2.803	0.104	8.182	0.003	-0.003	0
Si	0.115	8.185	8.223	0	-0.002	0.007
Si	2.842	5.489	8.166	-0.02	0.001	-0.006
Si	0.088	13.681	8.192	0.011	0.002	-0.005
Si	2.848	10.96	8.224	0.021	0.049	-0.001
Si	5.545	2.795	8.176	-0.006	-0.008	-0.005
Si	8.242	0.106	8.19	0	0.002	0.003
Si	5.587	8.21	8.167	-0.021	0.011	-0.005
Si	8.278	5.513	8.168	0.015	-0.002	0.001
Si	5.537	13.698	8.201	0.008	-0.002	-0.002
Si	8.279	10.942	8.157	-0.005	-0.02	-0.004
Si	10.979	2.781	8.133	-0.029	-0.012	-0.003
Si	13.69	16.385	8.157	0	-0.012	-0.008
Si	11.007	8.214	8.156	0.004	0.001	-0.009
Si	13.705	5.497	8.153	0.026	0.015	-0.013
Si	10.957	13.664	8.184	-0.017	-0.007	-0.003
Si	13.689	10.929	8.197	-0.001	-0.005	-0.004
Si	1.469	4.146	9.533	-0.001	-0.007	-0.003
Si	4.183	1.443	9.543	-0.001	-0.002	0.003
Si	1.466	9.585	9.557	-0.016	-0.004	0.003
Si	4.202	6.861	9.518	0.023	0.001	-0.006
Si	1.448	15.059	9.545	-0.011	0.009	0.001
Si	4.196	12.333	9.571	-0.005	-0.024	0.009
Si	6.912	4.151	9.534	-0.019	0.001	0.01
Si	9.626	1.448	9.536	-0.012	-0.011	0.005
Si	6.929	9.583	9.529	0.007	0.002	0.005
Si	9.648	6.862	9.527	-0.001	0.017	0.009
Si	6.9	15.052	9.557	0	0.004	0.011
Si	9.611	12.301	9.538	0.006	0.001	0.001
Si	12.345	4.133	9.515	0.005	0.006	-0.008
Si	15.06	1.427	9.521	0.014	0.008	-0.004
Si	12.342	9.564	9.55	0	0.009	0.01
Si	15.063	6.825	9.556	0.007	-0.01	0.008
Si	12.33	15.031	9.526	0.003	-0.012	-0.001
Si	15.05	12.305	9.541	0.006	-0.002	0.003

Results
total energy: -115452.367 eV
total energy less fixed offsets of O -438.35, Si -107.03 eV per atom: 13.973 eV
